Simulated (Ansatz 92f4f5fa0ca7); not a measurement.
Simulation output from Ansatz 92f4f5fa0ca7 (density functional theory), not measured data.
Periodic cell of 306 atoms, Si196O110, from a study of silicon, its oxide and their interface. The atomic structure is a simulated model.
Doubt: the cutoff is far below the 930 eV that the study's wrapper takes by default for these files, so forces and energies are approximate.
This geometry differs little from another in the collection (a relaxation step or a small displacement).

Settings: functional PBE; potential files Ansatz PAW; basis plane waves; wave-function cutoff 580 eV; density cutoff ratio 5; exchange-correlation grid ratio 1; k mesh 1 x 1 x 1, Gamma-centred; self-consistency stop 5e-08 eV per atom in the density residual; occupations fixed; spin none; net charge 0.

Cell vectors (angstrom)
a	11.6015	0	0
b	0	10.938	0
c	0	0	42.2429

Atoms: element, x, y, z (angstrom)
Si	0	0	0.9665
Si	3.8672	0	0.9665
Si	7.7343	0	0.9665
Si	1.9336	1.3673	0.9665
Si	5.8008	1.3673	0.9665
Si	9.6679	1.3673	0.9665
Si	0	5.469	0.9665
Si	3.8672	5.469	0.9665
Si	7.7343	5.469	0.9665
Si	1.9336	6.8362	0.9665
Si	5.8008	6.8362	0.9665
Si	9.6679	6.8362	0.9665
Si	1.9336	2.7345	41.2758
Si	5.8008	2.7345	41.2758
Si	9.6679	2.7345	41.2758
Si	0	4.1018	41.2758
Si	3.8672	4.1018	41.2758
Si	7.7343	4.1018	41.2758
Si	1.9336	8.2035	41.2758
Si	5.8008	8.2035	41.2758
Si	9.6679	8.2035	41.2758
Si	0	9.5708	41.2758
Si	3.8672	9.5708	41.2758
Si	7.7343	9.5708	41.2758
Si	0	0	4.8337
Si	3.8672	0	4.8337
Si	7.7343	0	4.8337
Si	1.9336	1.3673	4.8337
Si	5.8008	1.3673	4.8337
Si	9.6679	1.3673	4.8337
Si	0	5.469	4.8337
Si	3.8672	5.469	4.8337
Si	7.7343	5.469	4.8337
Si	1.9336	6.8362	4.8337
Si	5.8008	6.8362	4.8337
Si	9.6679	6.8362	4.8337
Si	1.9336	2.7345	2.9001
Si	5.8008	2.7345	2.9001
Si	9.6679	2.7345	2.9001
Si	0	4.1018	2.9001
Si	3.8672	4.1018	2.9001
Si	7.7343	4.1018	2.9001
Si	1.9336	8.2035	2.9001
Si	5.8008	8.2035	2.9001
Si	9.6679	8.2035	2.9001
Si	0	9.5708	2.9001
Si	3.8672	9.5708	2.9001
Si	7.7343	9.5708	2.9001
Si	-0.6298	1.398	30.3163
Si	4.059	-0.0939	31.371
Si	7.6868	0.0027	31.6913
Si	2.134	2.2585	31.5075
Si	5.8301	1.449	31.4903
Si	9.7854	0.8986	32.2154
Si	0.3413	5.3005	31.5907
Si	3.4225	4.8215	31.5732
Si	7.6535	5.2841	31.1371
Si	2.6334	8.6543	29.9473
Si	5.8327	6.8345	31.1386
Si	9.9597	7.503	31.5891
Si	1.8997	2.8179	33.7423
Si	5.7589	2.7003	33.5345
Si	9.5825	2.7513	33.6198
Si	-0.0676	4.0664	33.5684
Si	3.8623	4.101	33.7292
Si	7.6729	4.1165	33.3313
Si	2.0607	8.6854	32.9243
Si	5.6953	8.0456	33.36
Si	9.4713	8.4325	33.6465
Si	-0.5882	10.1834	33.477
Si	4.0406	9.7083	33.4585
Si	7.4587	9.5851	33.5989
Si	-0.1184	0.1159	35.5795
Si	3.8691	0.0196	35.4654
Si	7.64	0.0278	35.5276
Si	1.8959	1.3225	35.5154
Si	5.7592	1.4184	35.5227
Si	9.5453	1.4561	35.5926
Si	-0.0958	5.4617	35.4768
Si	3.8529	5.5232	35.5588
Si	7.6941	5.4762	35.3443
Si	1.848	6.773	35.4877
Si	5.776	6.8462	35.4182
Si	9.6067	6.8795	35.4375
Si	1.8987	2.7342	37.4131
Si	5.769	2.7802	37.4366
Si	9.5849	2.7947	37.4873
Si	-0.053	4.095	37.4118
Si	3.8251	4.106	37.4386
Si	7.681	4.1669	37.367
Si	1.9001	8.2129	37.381
Si	5.7877	8.1989	37.3838
Si	9.6219	8.1962	37.4082
Si	-0.0489	9.5641	37.41
Si	3.8517	9.5641	37.3896
Si	7.7031	9.5714	37.4262
Si	0	0	39.3422
Si	3.8672	0	39.3422
Si	7.7343	0	39.3422
Si	1.9336	1.3673	39.3422
Si	5.8008	1.3673	39.3422
Si	9.6679	1.3673	39.3422
Si	0	5.469	39.3422
Si	3.8672	5.469	39.3422
Si	7.7343	5.469	39.3422
Si	1.9336	6.8362	39.3422
Si	5.8008	6.8362	39.3422
Si	9.6679	6.8362	39.3422
Si	2.0068	2.7467	6.7129
Si	5.8505	2.7359	6.7917
Si	9.7063	2.7537	6.773
Si	0.0645	4.0665	6.7034
Si	3.9335	4.1169	6.753
Si	7.7647	4.1283	6.8234
Si	1.9633	8.176	6.8131
Si	5.8565	8.1664	6.8091
Si	9.6926	8.1511	6.7735
Si	0.0109	9.5239	6.7573
Si	3.924	9.5117	6.7378
Si	7.7731	9.5579	6.7668
Si	0.0404	-0.0188	8.6548
Si	3.9663	-0.0555	8.6346
Si	7.7976	0.0587	8.6446
Si	2	1.2334	8.4958
Si	5.8448	1.3803	8.7456
Si	9.7278	1.3925	8.7074
Si	0.1311	5.3419	8.6538
Si	3.9392	5.4821	8.6889
Si	7.7597	5.4586	8.8349
Si	1.9996	6.8075	8.7817
Si	5.8557	6.8808	8.836
Si	9.7696	6.6911	8.6545
Si	2.0974	2.364	10.4926
Si	5.8662	2.7445	10.7266
Si	9.7266	2.7211	10.6912
Si	0.1719	3.8694	10.53
Si	3.8509	3.902	10.4146
Si	7.7756	4.1096	10.8219
Si	2.0974	8.2528	10.707
Si	5.9921	8.2945	10.8011
Si	9.908	8.2009	10.4053
Si	0.1812	9.6191	10.6159
Si	3.9236	9.7209	10.6942
Si	7.9643	9.5359	10.4523
Si	-0.5276	-0.5448	12.7768
Si	3.0839	0.7244	12.0073
Si	7.8433	-0.1397	12.4625
Si	1.9911	0.6949	14.1078
Si	5.2351	1.4126	12.6395
Si	9.5813	1.3674	12.6106
Si	0.027	5.5881	13.1825
Si	3.9402	5.1169	13.2423
Si	7.083	5.0309	12.9983
Si	2.4014	7.5617	12.9638
Si	7.1374	7.4113	12.8183
Si	9.5742	7.688	12.6443
O	7.8987	4.288	14.2165
O	2.8721	10.9153	15.3145
O	-3.6165	7.7403	18.7524
O	7.4957	2.0101	15.6366
O	2.4795	8.8292	13.9831
O	10.459	8.9368	13.3275
O	11.8864	4.3493	14.1955
O	0.2445	16.0141	11.6639
O	5.4944	4.6535	13.3282
O	1.7232	2.2067	14.6487
O	3.0418	4.4783	14.437
O	9.6032	2.2563	14.0238
O	3.2213	7.5574	28.9164
O	12.3983	9.7034	32.6952
O	5.9739	8.0382	29.9859
O	1.1783	8.9825	29.298
O	10.3054	8.6315	30.4503
O	-0.3644	10.9506	29.5108
O	11.3921	6.7989	31.9179
O	10.3161	2.3294	29.1514
O	7.7754	9.9653	30.3439
O	5.75	2.585	30.2809
O	1.9497	5.5011	31.4757
O	-0.2713	4.8609	30.1321
Si	6.5817	3.2559	29.0519
Si	6.075	12.1527	15.6014
Si	8.3684	6.6943	24.853
Si	-0.3955	9.3601	29.2911
Si	3.3703	3.9252	19.7438
Si	5.7958	5.3364	21.2663
Si	5.3896	5.9964	24.4369
Si	3.175	8.182	25.2444
Si	4.6069	4.4046	26.9965
Si	8.5935	3.0527	15.036
Si	1.0683	6.3288	22.2982
Si	12.7351	3.4734	21.4388
Si	3.9524	0.0845	25.5532
Si	2.9142	9.2909	15.4875
Si	7.7876	7.3315	17.203
Si	7.7256	14.2607	19.7816
Si	5.3337	9.7273	19.7088
Si	5.3231	1.7323	18.57
Si	1.0095	4.999	17.7919
Si	2.355	13.3786	26.6389
Si	2.4989	6.6867	27.7501
Si	6.6247	11.5374	27.1985
Si	1.6402	3.7916	14.9359
Si	9.2695	1.1559	25.633
Si	9.5629	3.8311	24.2032
Si	6.9751	9.1114	29.2089
Si	11.1018	2.6282	27.748
Si	4.9037	7.9191	17.2258
Si	9.4648	4.7246	17.5218
Si	10.7894	10.873	23.3126
Si	2.5911	8.6811	20.8512
Si	2.0984	7.8142	17.9471
Si	2.178	10.2715	23.3566
Si	7.5345	7.915	20.3001
Si	10.0499	2.473	21.5349
Si	7.2674	9.3645	15.0037
Si	-1.6994	-2.9538	22.4073
Si	1.0055	4.1001	24.2804
Si	-0.3538	5.412	28.595
Si	9.4004	7.7497	27.6948
O	10.2347	1.0796	22.3175
O	3.5957	5.5649	27.43
O	2.6979	0.8968	26.232
O	4.3543	8.6058	15.8445
O	6.1858	6.9246	16.9689
O	4.1785	8.9424	20.5638
O	1.0831	6.0631	28.2157
O	4.004	9.4287	25.929
O	10.5133	9.4677	22.5718
O	0.7782	11.056	23.6631
O	1.9199	8.8975	16.7306
O	7.9855	8.1708	28.3635
O	2.4182	8.0635	31.4507
O	6.7421	6.8041	24.8902
O	4.1732	7.0824	24.5672
O	8.8231	2.4953	24.7946
O	10.4951	8.9726	27.8545
O	6.751	9.3593	20.4557
O	5.8295	4.329	28.079
O	6.7907	13.2692	18.91
O	1.0492	6.6228	17.6346
O	8.4864	4.3602	18.7796
O	2.2383	7.3314	21.7295
O	2.1709	8.8156	24.1215
O	9.9289	10.9515	24.6867
O	8.9438	7.5864	23.6404
O	12.5543	5.0852	21.2585
O	3.7887	3.004	27.1777
O	8.0885	8.6073	16.2069
O	6.3317	10.2358	28.1773
O	1.1296	2.3629	27.7197
O	1.4631	4.1264	16.5026
O	1.1513	3.0794	23.0192
O	6.4887	6.735	20.7662
O	9.0829	7.3074	26.1724
O	9.4217	3.6333	16.3089
O	5.3772	0.708	26.1071
O	2.2269	7.5296	26.3876
O	-0.1527	13.7054	20.7286
O	5.1431	4.7314	25.473
O	1.832	8.5439	19.3964
O	-2.6541	7.9021	21.0961
O	5.0804	11.3343	19.5091
O	8.0022	0.418	26.3396
O	13.0093	5.6302	23.7732
O	3.6226	7.1674	17.9128
O	2.1566	9.9878	21.741
O	-0.5898	4.7373	18.0784
O	8.8587	6.131	16.9008
O	5.3945	-1.8148	18.1985
O	-0.4062	7.0062	22.3175
O	11.066	4.0516	24.7993
O	9.6919	3.6929	22.578
O	2.5777	3.019	20.8546
O	6.4915	8.1994	14.1399
O	5.5056	5.4356	22.8885
O	6.3079	-0.4019	15.5884
O	1.9546	3.5084	25.4536
O	5.2324	12.4061	16.9668
O	4.3843	5.0151	20.4639
O	3.5229	0.1325	23.9301
O	8.8214	2.3562	20.4935
O	6.8524	4.1291	20.9129
O	4.2061	2.8734	18.848
O	2.1704	4.6291	18.884
O	10.4279	1.6619	26.6474
O	10.8859	4.2276	27.5404
O	8.6796	5.115	24.6224
O	13.2799	-3.3976	34.0201
O	3.7739	-1.1037	30.0768
O	3.3335	4.6567	11.8127
O	8.923	6.3359	31.0659
O	-3.8904	4.1929	29.852
O	6.9332	1.9689	28.0779
O	5.2764	1.7679	14.268
O	10.1445	6.264	13.3137
O	12.1314	-0.0423	13.9369
O	2.6639	0.7509	31.3195
O	17.8002	0.0668	12.499
O	12.7403	6.7072	13.531
O	-1.5612	6.479	28.4749
O	3.8097	6.7442	13.2446
O	8.2386	10.1325	13.9453
O	12.3063	2.2478	30.7365
O	3.1714	3.3567	30.8073
O	4.5178	5.8382	30.8829

Results
free energy: -187155.460 eV
free energy less fixed offsets of O -568.88, Si -635.61 eV per atom: 0.900 eV

Forces (eV/angstrom), in the order of the atoms: element, x, y, z
Si	0.0073	0.0357	-0.0026
Si	-0.0128	0.0439	-0.0088
Si	0.0081	0.0207	-0.0023
Si	-0.0001	-0.0052	-0.0047
Si	-0.0028	-0.0548	0.0019
Si	0.0005	-0.0201	0.0158
Si	-0.0015	0.0151	-0.0126
Si	0.0028	0.0099	-0.0013
Si	0.0011	0.0926	-0.0089
Si	-0.0059	-0.0714	0.0094
Si	-0.0066	-0.0766	0.0064
Si	0.0112	-0.0226	-0.0049
Si	-0.0086	0.0077	0.0176
Si	-0.0168	0.0284	0.0187
Si	0.0019	-0.0268	0.0443
Si	-0.0073	-0.0278	-0.0108
Si	-0.0191	-0.0023	0.0022
Si	-0.006	-0.1246	-0.0433
Si	-0.0177	0.0757	-0.0276
Si	-0.0255	0.0915	-0.0359
Si	0.0012	0.0323	-0.0127
Si	-0.0255	-0.0142	0.0298
Si	0.0015	-0.037	0.0156
Si	-0.0173	-0.0097	0.003
Si	-0.0034	-0.0631	0.1178
Si	0.0269	-0.0857	-0.0054
Si	0.0499	-0.0861	-0.0207
Si	0.1221	-0.1257	-0.263
Si	0.0448	-0.0247	0.1929
Si	-0.0295	0.0107	0.1148
Si	0.057	0.108	-0.2569
Si	0.0712	0.0951	-0.1397
Si	0.0145	0.0223	0.1888
Si	0.0018	-0.0786	0.1883
Si	0.1039	-0.11	0.1418
Si	-0.0398	-0.1178	-0.1539
Si	0.0054	-0.0247	-0.0488
Si	0.014	0.0557	-0.0054
Si	0.015	0.0284	-0.0182
Si	0.0094	0.0008	-0.0055
Si	0.007	-0.0193	0.0164
Si	0.0153	-0.1237	0.0571
Si	0.0222	0.0938	0.0453
Si	0.015	0.1	0.0352
Si	0.0128	0.0194	0.0075
Si	0.0042	-0.0135	-0.0258
Si	0.0286	-0.0137	-0.0221
Si	0.0158	-0.0018	-0.0254
Si	0.0116	-0.0025	-0.0195
Si	0.008	-0.0133	-0.0177
Si	0.0141	-0.0137	-0.0091
Si	-0.0272	0.0092	-0.0147
Si	-0.0123	-0.0023	-0.0178
Si	-0.0078	-0.0066	0.0037
Si	-0.0159	-0.0393	0.0137
Si	0.0004	-0.0075	0.0216
Si	0.0082	-0.0186	-0.0055
Si	-0.0088	-0.0069	-0.0055
Si	-0.0191	0.025	0.0096
Si	0.0013	0.0318	0.0104
Si	-0.016	-0.0066	0.0163
Si	0.0013	0.006	0.0368
Si	0.0198	-0.0076	0.0147
Si	0.002	0.0207	0.0091
Si	0.0244	0.0042	0.0126
Si	-0.0253	0.0053	0.0004
Si	0.0113	0.0235	-0.0188
Si	0.0246	0.007	0.0086
Si	-0.0182	-0.0073	-0.0121
Si	0.0113	-0.0001	0.0076
Si	0.0071	0.0107	-0.0035
Si	-0.0202	-0.0129	0.029
Si	0.0099	0.0047	-0.0203
Si	0.0156	0.005	0.0017
Si	-0.0183	0.0044	-0.0189
Si	-0.0028	-0.0028	-0.0092
Si	0.0093	-0.0054	-0.0101
Si	-0.0179	0.0052	-0.0052
Si	-0.0128	-0.0151	-0.0164
Si	0.0183	-0.0072	-0.0095
Si	0.0001	-0.0076	0
Si	0.004	0.0011	-0.0106
Si	-0.0149	0.0123	-0.0063
Si	0.0074	-0.0025	-0.0007
Si	0.0037	0.0178	0.0023
Si	-0.0036	0.003	-0.0132
Si	0.0012	0.0123	-0.0055
Si	0.004	-0.0058	-0.0045
Si	-0.0055	-0.0086	0.0069
Si	0.0041	-0.0072	-0.004
Si	0.0033	0.0095	0.0054
Si	0.0055	0.0022	-0.0046
Si	-0.0079	0.0065	0.0044
Si	-0.0033	-0.0106	0.0022
Si	0.0032	-0.0058	-0.0108
Si	0.001	-0.0095	-0.003
Si	-0.033	0.0092	-0.042
Si	0.0041	-0.0016	-0.1643
Si	-0.0137	0.074	0.0919
Si	-0.0368	-0.0175	0.0214
Si	0.0193	0.0143	0.0051
Si	-0.109	-0.0358	0.2581
Si	-0.0026	0.0433	-0.019
Si	-0.0496	0.1181	0.1832
Si	-0.0921	0.24	-0.0936
Si	-0.0189	0.0002	-0.1426
Si	0.0032	-0.0387	-0.1062
Si	-0.0376	-0.0596	0.0123
Si	0	0.013	-0.0006
Si	0.0061	0.0162	-0.0022
Si	-0.005	0.0107	0.0032
Si	0.0061	-0.0108	0.0008
Si	-0.0063	-0.0132	-0.0011
Si	-0.0029	-0.0078	0.0037
Si	0	0.0106	-0.0109
Si	-0.0021	0.0031	-0.0029
Si	0.0064	0.0059	-0.0064
Si	-0.0024	0.0037	0.0088
Si	-0.0011	-0.007	0.0034
Si	-0.0023	-0.008	0.002
Si	0.0076	-0.0048	-0.0013
Si	0.0101	0.0025	0.0241
Si	0.0045	0.0241	-0.0121
Si	-0.0174	-0.0082	0.0065
Si	-0.0105	-0.0202	-0.0028
Si	0.0002	-0.0073	-0.0016
Si	-0.0054	0.0027	-0.0123
Si	0.0186	-0.0001	-0.0066
Si	0.0149	-0.0119	-0.0091
Si	-0.0083	0.0021	0.0162
Si	-0.0109	0.0165	0.0265
Si	-0.0026	0.0173	0.0341
Si	0.0065	-0.0031	-0.0139
Si	0.0246	-0.0212	0.0287
Si	-0.0102	-0.0041	-0.008
Si	0.0086	-0.0011	0.0084
Si	-0.0174	0.0037	0.0144
Si	-0.0058	0.0076	0.0112
Si	0.0178	0.0073	-0.0016
Si	-0.0146	-0.0295	-0.0197
Si	0.0044	-0.0002	-0.0855
Si	-0.0332	0.0144	0.0192
Si	-0.0072	0.0018	-0.0203
Si	0.0245	0.0083	0.0562
Si	0.046	-0.0354	-0.0127
Si	-0.0253	-0.0144	0.0161
Si	0.0105	-0.071	-0.0639
Si	0.0056	0.0112	-0.0078
Si	-0.0347	0.0022	-0.0188
Si	-0.0137	0.0601	0.0146
Si	0.0092	-0.0002	0.0118
Si	-0.0036	-0.0029	0.0028
Si	0.0008	-0.0089	-0.015
Si	-0.0034	0.0011	-0.0045
Si	-0.0252	-0.008	-0.0074
Si	0.0148	0.0136	0.0443
O	-0.0041	-0.0028	0.0014
O	0.0005	0.0003	0.0011
O	0	0.0008	-0.007
O	-0.0016	-0.0033	-0.0018
O	0.0005	-0.0007	0.0016
O	-0.028	-0.0182	0.0015
O	-0.003	-0.0019	-0.0003
O	-0.0063	0.0043	-0.008
O	0.012	0.0035	-0.0002
O	-0.0024	0.0022	-0.0004
O	-0.003	-0.0013	-0.0015
O	0.0066	-0.0085	-0.0083
O	-0.0002	0.0014	0.0013
O	-0.0008	0.0106	-0.0037
O	-0.0034	-0.0142	0.0102
O	0.0102	-0.0022	0.0017
O	-0.0064	-0.0056	0.0062
O	-0.0001	0.0049	0.0046
O	0.0136	0.0024	-0.0042
O	-0.0052	0.0068	0.0008
O	-0.002	0.0068	0.0034
O	-0.0015	-0.0042	0.0086
O	0.01	0.0251	-0.0234
O	0.0027	0.0031	0.0015
Si	-0.0047	-0.0085	-0.0214
Si	-0.0058	-0.0025	0.0108
Si	0	0.0012	0.0009
Si	-0.0036	-0.0006	-0.0076
Si	-0.0024	0.0015	0.0002
Si	-0.0004	0.0006	0.0008
Si	0.0004	0.0015	0.0007
Si	0.0002	0.0011	0.0017
Si	0.0002	-0.002	-0.0024
Si	0.0052	0.0129	0.0039
Si	-0.0012	0.0001	0.0002
Si	-0.0009	0.0001	-0.0005
Si	0.0005	-0.0001	0.0022
Si	-0.0016	-0.0004	-0.0022
Si	-0.0002	-0.004	0.0079
Si	0.0001	0	0.0019
Si	-0.0017	-0.0011	0.0024
Si	-0.0003	0.0019	0.0046
Si	0.003	0.0013	-0.0038
Si	-0.0004	-0.0007	0.0013
Si	-0.0001	0.0036	0.0015
Si	0	-0.0022	0
Si	-0.0015	-0.0038	0.0081
Si	-0.0003	-0.0005	0.0011
Si	-0.001	0.0003	0.001
Si	0.0064	0.0057	-0.0109
Si	0.0014	-0.0018	0.0004
Si	-0.0044	0.0015	0.0011
Si	-0.0008	-0.0015	0.0024
Si	-0.0013	0.0006	0.0004
Si	-0.0009	-0.0002	0.0002
Si	-0.0042	0.0001	0.0023
Si	0.0002	0	0.0017
Si	-0.0013	-0.0003	0.0037
Si	0.0006	-0.0012	0.0011
Si	-0.012	-0.0066	0.0237
Si	0.0005	0.0022	0.0007
Si	-0.0011	0.0009	0.0018
Si	-0.0001	0.0008	-0.0064
Si	0.0024	0.0055	-0.0011
O	-0.0002	0.0012	-0.0017
O	-0.0015	0.0005	-0.0014
O	-0.0009	0.0014	-0.0019
O	-0.0006	-0.0015	-0.0002
O	-0.0009	0.0006	-0.0022
O	0.0002	0.0005	-0.0025
O	-0.0006	-0.0007	0.001
O	0.0002	0.0008	-0.0017
O	-0.0007	-0.0019	-0.0014
O	0.0003	0.0002	-0.0014
O	-0.0013	-0.001	0.0003
O	-0.0034	-0.0003	0.0034
O	-0.0024	-0.005	-0.0036
O	-0.0004	-0.0004	-0.0015
O	-0.0002	-0.0003	-0.002
O	0.0001	0.0001	-0.0011
O	0.0001	-0.0011	-0.0027
O	-0.0006	0.0003	-0.0019
O	0.0019	-0.0001	0.0038
O	-0.0031	-0.0022	-0.0025
O	0.0007	-0.0026	0.0028
O	-0.0001	0.0008	-0.0025
O	-0.0008	0.0003	-0.0009
O	0	0.0005	-0.0017
O	-0.0007	0.0012	-0.0014
O	-0.0011	-0.0001	-0.0008
O	-0.0001	0.0004	-0.0003
O	0.0004	0.0005	-0.0018
O	-0.0003	0.004	-0.0087
O	0.0003	-0.0004	0.0014
O	-0.0007	0.0001	0.0002
O	-0.0021	0.0031	-0.0038
O	-0.0006	0	-0.002
O	0	0.0005	-0.0014
O	0.0001	0.0001	-0.0014
O	-0.0027	-0.0008	-0.0019
O	0.0003	0.0007	-0.0016
O	-0.0002	-0.0008	-0.0008
O	-0.0007	0.0004	0.0002
O	-0.0005	-0.0004	0.0003
O	-0.0004	-0.0008	-0.0032
O	-0.0006	0.0004	-0.0009
O	-0.0014	0.0023	-0.0023
O	0.0001	0.0012	-0.0027
O	-0.0003	0.0002	-0.0013
O	0.001	0.0001	-0.0005
O	-0.0003	0.0005	-0.0008
O	-0.0008	0.0007	-0.0006
O	-0.0008	0.0013	-0.0025
O	0	0.0008	-0.0024
O	-0.0006	0.0002	-0.001
O	0	0.0001	-0.0015
O	-0.0002	-0.0001	-0.0014
O	0.0003	0.0009	-0.0012
O	0.0031	0.0075	0.0003
O	-0.0004	0.0001	-0.0011
O	0.0002	-0.0014	-0.0036
O	-0.0001	0.0005	-0.0012
O	-0.0004	-0.0003	-0.0035
O	-0.0004	-0.0003	-0.0013
O	-0.0006	0	-0.0027
O	-0.0021	0.0008	-0.0019
O	-0.0004	-0.0004	-0.0017
O	0.001	-0.0011	-0.0015
O	-0.0021	0	-0.0016
O	-0.0002	0.0013	-0.0015
O	-0.0011	0.002	-0.0018
O	-0.0003	0.0002	-0.0025
O	-0.0211	-0.0322	0.0259
O	0.0108	0.0132	0.02
O	-0.0068	0.0049	-0.001
O	0.0185	-0.0061	-0.0167
O	0.0041	0.0164	0.0188
O	0.0011	0.0014	0.0004
O	0.0087	-0.0025	-0.013
O	-0.0026	0.0067	0.0011
O	-0.0466	-0.0072	-0.0206
O	0.0072	-0.0096	0.001
O	0.0483	0.0743	0.0099
O	-0.0066	-0.0027	0.0049
O	0.0001	-0.0026	0.0034
O	0.0054	0.0068	-0.0001
O	0.0062	-0.0118	0.013
O	0.0123	0.0062	0.0052
O	0.0032	0.0117	-0.0165
O	-0.0084	-0.0054	-0.0187

The program warned: the cutoff lies below the one the program advises for these potential files; the exchange-correlation potential is rough where the density is thin.
